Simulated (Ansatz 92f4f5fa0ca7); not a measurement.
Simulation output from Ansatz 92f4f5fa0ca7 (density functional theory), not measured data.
Periodic cell of 208 atoms, Si128O80, from a study of silicon, its oxide and their interface. The atomic structure is a simulated model.

Settings
functional: r2SCAN
potential files: Ansatz PAW
basis: plane waves
wave-function cutoff: 800 eV
density cutoff ratio: 5
exchange-correlation grid ratio: 1
k mesh: 1 x 1 x 1, shifted by 0.5 0.5 0 of a step
self-consistency stop: 1e-10 eV per atom in the density residual
occupations: fixed
spin: none
net charge: 0

Cell vectors (angstrom)
a	10.88	0	0
b	0	10.88	0
c	4.2414	-0.728	30.927

Atoms: element, x, y, z (angstrom)
Si	1.1017	-1.1142	0.1196
Si	3.7643	1.5921	0.185
Si	1.6295	3.8434	0.0926
Si	4.3336	-4.3834	0.0401
Si	-3.8248	-1.6057	0.0743
Si	-1.0687	1.1103	0.1147
Si	6.5596	4.2871	-0.0249
Si	-1.6073	-3.7868	0.1404
Si	2.6392	0.0247	1.4817
Si	5.4227	2.7482	1.3633
Si	2.7711	-5.4762	1.408
Si	5.4546	-2.7633	1.3509
Si	-2.6835	-0.0269	1.3881
Si	0.0483	2.7007	1.418
Si	8.1159	5.4426	1.3435
Si	-0.0382	-2.6683	1.4508
Si	1.335	1.3703	2.8683
Si	4.1005	4.0678	2.8047
Si	1.3667	-4.083	2.6994
Si	4.0776	-1.3793	2.6954
Si	6.7995	1.3607	2.6796
Si	9.5082	4.0836	2.6853
Si	6.7867	6.7804	2.7701
Si	-1.3722	-1.3414	2.8371
Si	-0.0254	0.0086	4.1846
Si	2.7368	2.7203	4.1559
Si	-0.0036	-5.4413	4.0574
Si	2.7164	-2.7248	4.0703
Si	5.4408	-0.0056	4.049
Si	8.1508	2.7212	4.0573
Si	5.4403	5.4371	4.1391
Si	8.1463	-2.7369	4.1266
Si	1.3595	-1.3668	10.8305
Si	4.0631	1.3452	10.8137
Si	1.3359	4.0588	10.8969
Si	4.0816	-4.0818	10.8734
Si	6.8051	-1.3608	10.8845
Si	-1.3519	1.3723	10.906
Si	6.8348	4.0879	10.8513
Si	-1.3838	-4.1008	10.8415
Si	2.6892	0.0196	12.1756
Si	5.4619	2.687	12.1172
Si	2.7029	5.4376	12.2101
Si	5.4466	-2.7252	12.2323
Si	-2.7127	0.0041	12.2459
Si	-0.0153	2.7233	12.3123
Si	8.1871	5.4292	12.2554
Si	-0.003	-2.7492	12.1449
Si	1.3304	1.3218	13.6302
Si	4.0777	4.0178	13.4449
Si	1.3365	-4.0843	13.5552
Si	4.0801	-1.3196	13.5144
Si	-4.0623	1.402	13.5674
Si	-1.3151	4.1134	13.7196
Si	6.7839	-4.0936	13.5992
Si	-1.3308	-1.3938	13.5235
Si	0.2182	-0.326	14.9149
Si	2.9752	2.4832	14.815
Si	-0.1667	-5.1395	15.0509
Si	2.4828	-2.4639	14.7576
Si	5.1938	0.2787	14.8062
Si	-2.9981	3.0168	14.9283
Si	5.5911	5.1418	14.7829
Si	-2.4447	-2.9642	14.824
Si	2.5802	-3.6741	19.2663
Si	7.2619	-3.9659	20.0074
Si	1.9419	3.9059	-7.1414
Si	3.7298	0.9472	19.5227
Si	8.0665	2.1642	17.9205
Si	4.6286	-1.4093	-6.7008
Si	-1.2719	-1.4715	-4.6988
Si	1.4455	-1.0281	19.7812
Si	4.4093	3.7216	-5.7364
Si	2.1308	2.7863	17.7522
Si	-0.1779	5.306	-2.0284
Si	4.2807	-3.9398	16.8521
Si	5.3352	-4.3811	-6.2267
Si	0.6003	5.2722	18.1612
Si	-1.9851	4.3728	19.7741
Si	-2.6827	-3.5011	-6.3631
Si	7.3949	-1.2572	-8.2333
Si	6.6941	-1.8943	22.0329
Si	2.9243	-2.5408	-2.0786
Si	5.9455	0.0083	17.7942
Si	5.2783	0.7126	22.0712
Si	7.0065	-2.5364	17.4773
Si	-1.1576	0.3119	-6.9284
Si	5.4844	0.9431	-4.8289
Si	-2.3426	3.0072	-2.1024
Si	4.4977	4.6962	-8.3296
Si	5.1021	-0.3079	-2.0023
Si	0.1391	-4.6678	-6.7765
Si	-2.4518	1.1865	-4.6282
Si	-0.2354	0.6158	17.8344
Si	0.8467	-3.5175	-4.0871
Si	4.6564	-3.9401	21.4058
Si	1.3677	-1.3754	5.4661
Si	4.0999	1.3372	5.461
Si	1.3495	-6.7872	5.4509
Si	4.0617	-4.076	5.4501
Si	6.7822	-1.3561	5.4408
Si	9.4833	1.3809	5.4721
Si	6.809	4.0668	5.4582
Si	-1.3517	-4.0935	5.453
Si	2.7279	-0.0122	6.8135
Si	5.4485	2.7069	6.8185
Si	2.7087	-5.4324	6.8088
Si	5.4272	-2.7194	6.7892
Si	8.1357	0.0008	6.8092
Si	-0.0093	2.7281	6.7999
Si	-2.7123	-5.4514	6.8105
Si	0.0023	-2.732	6.8193
Si	1.3524	1.3622	8.1455
Si	4.0767	4.0847	8.1548
Si	1.3553	-4.0935	8.1773
Si	4.0842	-1.3776	8.1544
Si	6.7977	1.3505	8.1809
Si	-1.3558	4.0705	8.1621
Si	6.7922	-4.0735	8.1406
Si	9.5113	-1.3535	8.1551
Si	-0.0092	0.0123	9.5125
Si	2.7024	2.7291	9.5014
Si	-0.0075	-5.4621	9.5225
Si	2.7286	-2.7286	9.5065
Si	5.4358	-0.0263	9.5098
Si	8.1771	2.7097	9.5178
Si	5.4489	5.4447	9.5104
Si	8.148	-2.7189	9.5039
O	0.8243	-1.7396	21.103
O	1.389	-1.3926	15.3422
O	-2.7135	-2.7095	-0.4245
O	4.7593	-5.2768	16.1082
O	5.4468	5.4057	-0.4956
O	-2.456	2.5012	16.3806
O	-1.7098	1.846	-1.1786
O	2.709	2.7079	-0.4043
O	-1.4254	1.5152	-5.8476
O	0.4184	-4.2277	-8.2844
O	4.7674	5.2688	-5.2862
O	0.0178	-0.002	-0.4212
O	3.5734	-3.7825	-1.2665
O	0.2357	-0.5763	18.8177
O	5.7157	-4.3792	20.2637
O	2.3949	0.2447	20.1222
O	-0.4924	0.1095	16.3212
O	-0.8051	-4.3907	-1.1297
O	7.004	0.9495	-5.3446
O	0.3568	-4.8942	-3.3782
O	-1.9013	-0.1874	-3.9149
O	4.0861	-1.4845	-2.4131
O	0.5922	4.6686	-6.707
O	6.9005	-1.1757	18.3414
O	4.765	-2.87	-5.9572
O	2.263	-3.0748	-3.4424
O	1.7896	-1.8301	-1.1661
O	5.7823	-0.2733	16.2166
O	4.5435	-0.0841	18.5827
O	-2.6372	2.3632	-3.5428
O	-2.5785	-0.1137	-7.5515
O	7.9474	-2.274	16.2134
O	-1.4276	-4.5064	-6.4461
O	7.9809	-2.7046	-7.7607
O	4.0752	1.3693	15.2817
O	7.9259	3.4682	18.8648
O	5.0443	-4.7511	-7.7825
O	-0.2087	-2.3082	-3.8156
O	3.1722	-3.8824	20.7708
O	4.6321	-0.1656	-5.6417
O	3.6685	-4.3285	18.282
O	8.1772	-5.2128	20.4052
O	5.5372	-2.9576	16.9848
O	-1.3601	-4.0694	15.3349
O	-1.6007	1.2291	18.4441
O	6.3926	-0.9281	-1.2479
O	6.6371	1.4346	18.0494
O	5.8594	-1.1808	-7.728
O	5.1986	-2.5371	22.0212
O	3.2121	-1.3452	-7.4746
O	-1.576	3.5789	21.1401
O	1.0269	4.5697	-1.2347
O	7.2077	3.5912	-1.3617
O	6.7224	4.0998	15.3303
O	0.913	1.7389	17.788
O	7.585	-2.6649	20.9202
O	2.3982	-2.0913	19.0293
O	1.1217	-4.3074	18.9693
O	3.1106	-3.1833	16.0653
O	5.5725	0.4929	-3.2873
O	2.4823	3.1414	16.2211
O	-0.5515	-0.93	-6.0551
O	2.7929	3.6272	-5.7873
O	-1.3131	4.2167	-2.3322
O	6.468	-0.326	21.7096
O	4.6809	1.4089	20.7486
O	0.9836	-3.8075	-5.6717
O	7.5825	-3.6811	18.4549
O	2.8672	4.7481	-8.1903
O	1.6094	2.5132	-7.831
O	3.3671	2.2178	18.61
O	6.9229	-4.3886	-5.9752
O	4.9922	3.5638	-7.255
O	0.4222	-5.45	16.5562
O	-0.1642	0.6931	-8.0958
O	4.9251	2.471	-4.8575
O	-0.775	4.8082	18.836
O	4.3722	0.7656	-1.0574
O	-2.4813	-2.4492	-5.1412
O	1.7041	4.1496	18.4686

Results
free energy: -127505.242 eV
free energy less fixed offsets of O -570.45, Si -639.56 eV per atom: -5.562 eV

Forces (eV/angstrom), in the order of the atoms: element, x, y, z
Si	-0.0206	0.0216	0.0959
Si	-0.0211	0.0267	0.0902
Si	0.0168	-0.0192	0.0914
Si	0.0202	-0.018	0.0939
Si	0.0184	-0.0213	0.0967
Si	0.0176	-0.0222	0.0994
Si	-0.0206	0.021	0.096
Si	-0.0239	0.0149	0.0907
Si	-0.0009	-0.0034	-0.0081
Si	0.0024	-0.0028	-0.0061
Si	-0.0016	0.0021	-0.0059
Si	-0.0058	0.0016	-0.0083
Si	-0.0032	0.0027	-0.0071
Si	-0.0033	0.0019	-0.0086
Si	0.0026	-0.004	-0.0084
Si	0.0027	-0.0023	-0.0043
Si	-0.0019	-0.001	0.0013
Si	-0.0015	0.0008	-0.0015
Si	-0.001	0.0004	0.0021
Si	-0.0024	-0.0013	0.0023
Si	-0.0012	0.0011	0.0026
Si	-0.002	-0.0011	0.0022
Si	-0.0012	-0.0013	-0.0003
Si	0.0004	0.0008	-0.0025
Si	0.0003	-0.0011	0.0016
Si	-0.0012	-0.0006	0.0004
Si	-0.0018	-0.0007	0
Si	-0.0012	-0.0006	0.001
Si	-0.0014	-0.0007	0.0003
Si	-0.0009	-0.0008	0.0003
Si	-0.0005	-0.0008	0.0016
Si	-0.0005	-0.001	0.0015
Si	-0.0007	0.0003	0.0001
Si	-0.0017	0.0004	0.0001
Si	-0.0011	-0.0002	-0.0018
Si	-0.0004	-0.0001	-0.0015
Si	-0.0002	-0.0013	-0.0016
Si	-0.0003	-0.001	-0.0019
Si	-0.0006	0.0003	-0.0014
Si	-0.0017	-0.0011	-0.0006
Si	-0.0016	0.0009	0.0062
Si	0.0017	-0.0025	0.0033
Si	-0.0024	-0.0001	0.0017
Si	0	-0.0027	0.0044
Si	-0.0005	0.0007	0.0032
Si	-0.001	-0.0014	0.0024
Si	-0.0007	-0.0017	0.0056
Si	0.0011	-0.0014	0.0052
Si	0.001	-0.0034	-0.0092
Si	-0.0028	-0.0022	-0.0053
Si	-0.0049	-0.001	-0.0068
Si	-0.0012	-0.0002	-0.0039
Si	-0.0015	0.0007	-0.0084
Si	-0.0006	0.0025	-0.0078
Si	0.0013	-0.0021	-0.0063
Si	0.0002	-0.0002	-0.0058
Si	-0.0226	0.0116	0.1304
Si	-0.0109	0.0178	0.1255
Si	0.0194	-0.0066	0.1475
Si	0.0125	-0.0172	0.1096
Si	0.017	-0.0177	0.1296
Si	0.0144	-0.0174	0.1342
Si	-0.0192	0.008	0.1016
Si	-0.0153	0.0198	0.1216
Si	0.0136	0.0488	0.2608
Si	-0.0388	0.0148	0.2627
Si	-0.0049	0.0334	0.217
Si	0.024	-0.0078	0.2726
Si	-0.029	0.0223	0.2484
Si	0.0331	0.0312	0.254
Si	0.0277	0.004	0.2413
Si	-0.0018	-0.0529	0.2704
Si	0.0272	-0.0421	0.2227
Si	0.0118	-0.0254	0.2301
Si	-0.0062	-0.0223	0.2429
Si	-0.0047	0.0165	0.2502
Si	0.0114	0.0028	0.2045
Si	-0.0266	0.0117	0.2682
Si	-0.0098	0.0051	0.303
Si	0.0201	-0.0001	0.2211
Si	-0.0004	-0.0159	0.3148
Si	0.0121	0.0305	0.2465
Si	0.0123	0.0037	0.2468
Si	-0.0239	0.0148	0.2435
Si	0.0008	-0.0195	0.2878
Si	0.0026	-0.0344	0.2525
Si	-0.0246	0.0022	0.2871
Si	0.0533	-0.0158	0.2721
Si	-0.0021	0.0232	0.2556
Si	-0.0179	0.0062	0.3098
Si	-0.0144	-0.0256	0.2586
Si	0.0011	0.0242	0.2969
Si	-0.0354	0.0607	0.2624
Si	0.0204	-0.0209	0.2432
Si	0.0489	-0.0336	0.2934
Si	0.0267	-0.0289	0.295
Si	-0.0017	-0.0012	-0.0009
Si	-0.0016	-0.0004	-0.0002
Si	-0.0005	0.0003	-0.0001
Si	-0.001	-0.0007	-0.0006
Si	0.0003	-0.0001	-0.0002
Si	-0.0011	0.0001	-0.0008
Si	-0.0017	-0.0008	-0.0006
Si	-0.0007	-0.0003	-0.0001
Si	-0.001	0	-0.0012
Si	-0.0009	-0.0001	-0.0014
Si	-0.0011	-0.0012	-0.0013
Si	0	-0.0005	-0.0013
Si	-0.0006	-0.0006	-0.0014
Si	-0.0002	-0.0005	-0.0014
Si	-0.0006	0.0002	-0.0016
Si	-0.0011	-0.0008	-0.0013
Si	-0.0015	-0.0004	0.0003
Si	-0.0005	0.0001	0.0005
Si	-0.0005	-0.0011	0.001
Si	-0.0007	-0.0013	0.0009
Si	0.0002	-0.001	0.0007
Si	-0.0007	-0.0017	0.0008
Si	-0.0013	-0.001	0.0003
Si	-0.0006	-0.0006	0.0004
Si	-0.0016	0.0003	0.0012
Si	-0.0019	0.0003	0.0013
Si	-0.0005	-0.0019	0.0006
Si	-0.0001	-0.0013	0.0008
Si	0.0004	-0.0015	0.0009
Si	0.0009	0.0003	0.001
Si	-0.0015	-0.0001	0.001
Si	-0.0008	0.0005	0.0012
O	0.0381	0.0507	-0.2404
O	0.0031	-0.0056	-0.0591
O	-0.0015	0.0028	-0.0488
O	0.0355	-0.0397	-0.1147
O	-0.0007	-0.0005	-0.0483
O	-0.0063	0.0281	-0.1852
O	-0.038	0.0466	-0.1273
O	-0.0021	-0.0003	-0.0477
O	0.0465	-0.029	-0.1512
O	0.012	0.0681	-0.2107
O	0.0023	0.0103	-0.0998
O	-0.0023	-0.0013	-0.0483
O	-0.0453	0.0479	-0.1173
O	-0.0547	0.0587	-0.1369
O	0.051	-0.0096	-0.1129
O	0.0047	0.015	-0.0933
O	0.0142	-0.0317	-0.176
O	0.0434	-0.045	-0.1264
O	-0.0221	-0.0109	-0.0892
O	0.0278	0.0712	-0.158
O	0.0123	-0.0216	-0.1013
O	0.0111	0.0124	-0.0821
O	0.0213	-0.0232	-0.0856
O	-0.0089	-0.0032	-0.1018
O	-0.0016	0.0105	-0.0886
O	-0.0647	-0.0301	-0.1528
O	0.0442	-0.0447	-0.1264
O	-0.0256	0.0131	-0.185
O	0.0559	-0.0197	-0.1219
O	-0.0066	-0.082	-0.1803
O	-0.0493	-0.0359	-0.1329
O	0.0398	-0.0159	-0.1512
O	0.0091	-0.0039	-0.0834
O	-0.0128	0.0495	-0.1325
O	-0.0039	0.0026	-0.0678
O	-0.0209	-0.0725	-0.1405
O	-0.0173	-0.038	-0.1475
O	-0.0454	0.0317	-0.1038
O	-0.0663	0.0069	-0.1662
O	-0.0304	-0.076	-0.1441
O	0.0576	-0.0071	-0.1802
O	0.0065	0.0011	-0.109
O	-0.0312	-0.0113	-0.0876
O	0.0009	-0.0028	-0.062
O	0.0053	0.0003	-0.0873
O	-0.0501	0.0401	-0.1219
O	0.0218	-0.0082	-0.0884
O	0.0497	0.0016	-0.1139
O	-0.0051	-0.0188	-0.0945
O	-0.0796	0.0036	-0.1594
O	0.0155	0.0159	-0.2198
O	-0.0471	0.0441	-0.1193
O	0.0488	-0.0385	-0.1188
O	-0.0045	0.0037	-0.0582
O	-0.0047	0.0071	-0.0782
O	0.0162	-0.0636	-0.1482
O	0.016	-0.0232	-0.0918
O	-0.0247	-0.0416	-0.0977
O	-0.0366	0.0337	-0.1235
O	0.0102	0.0557	-0.2182
O	0.0259	-0.0072	-0.1734
O	0.007	0.0403	-0.1415
O	-0.0293	0.0131	-0.1111
O	-0.0037	-0.005	-0.0755
O	0.0024	-0.0036	-0.0882
O	-0.0684	0.0114	-0.1964
O	-0.0265	-0.046	-0.1969
O	-0.0106	0.047	-0.1813
O	0.0345	0.0139	-0.1093
O	-0.0197	-0.0631	-0.1203
O	-0.0428	0.0494	-0.1195
O	-0.0123	0.0059	-0.0703
O	-0.0009	0.0294	-0.1546
O	-0.0306	0.0153	-0.207
O	0.0803	0.0394	-0.157
O	-0.0244	0.0567	-0.097
O	0.0767	0.0193	-0.1272
O	0.043	-0.055	-0.1324
O	-0.0323	-0.0443	-0.1227
O	0.0056	-0.0172	-0.0854

The program warned: the cutoff lies below the one the program advises for these potential files; the forces do not sum to zero within the program's tolerance; empty levels may hold ghost states of the PAW files; the exchange-correlation potential is rough where the density is thin.
